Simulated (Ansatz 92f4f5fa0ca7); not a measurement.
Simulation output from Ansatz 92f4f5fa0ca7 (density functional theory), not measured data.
Periodic cell of 256 atoms, Si144O112, from a study of silicon, its oxide and their interface. The atomic structure is a simulated model.
This geometry differs little from another in the collection (a relaxation step or a small displacement).

Settings
functional: r2SCAN
potential files: Ansatz PAW
basis: plane waves
wave-function cutoff: 800 eV
density cutoff ratio: 5
exchange-correlation grid ratio: 1
k mesh: 1 x 1 x 1, shifted by 0.5 0.5 0 of a step
self-consistency stop: 1e-10 eV per atom in the density residual
occupations: fixed
spin: none
net charge: 0

Cell vectors (angstrom)
a 10.888 0 0
b 0 10.888 0
c 0 0 36.2702

Atoms: element, x, y, z (angstrom)
Si 0.156 -0.2267 0.0522
Si 3.5505 2.4903 -0.3176
Si 1.2573 6.9686 1.5346
Si 2.3316 8.4559 0.0968
Si 5.3734 0.1137 -0.1012
Si 8.0844 2.8767 0.1683
Si 6.574 4.7106 -0.1896
Si 6.9759 6.5936 1.2476
Si 1.3265 1.165 1.5435
Si 4.7341 3.9214 0.9906
Si -0.0583 5.6773 0.1385
Si 4.1031 9.5039 1.255
Si 6.8377 1.3004 1.367
Si 9.676 4.0326 1.4158
Si 8.5655 7.774 0.0315
Si 9.5342 9.4562 1.3609
Si 0.0516 2.6514 2.8017
Si 2.7809 -0.1352 2.8117
Si -0.0872 8.2209 2.8993
Si 2.6909 5.5869 2.705
Si 5.5372 2.6547 2.7678
Si 8.1801 -0.0684 2.6957
Si 5.4851 8.0372 2.5355
Si 8.2649 5.3631 2.7831
Si 1.4387 4.0755 4.0586
Si 4.0912 1.3389 4.0913
Si 1.3809 9.4878 4.1934
Si 4.1232 6.8172 4.0637
Si 6.8573 4.0408 4.1292
Si 9.5254 1.3068 4.0942
Si 6.7925 9.435 3.9931
Si 9.5125 6.7676 4.1842
Si 0.0164 0.0003 5.4842
Si 2.7568 2.7227 5.4563
Si 0.0543 5.4103 5.4613
Si 2.7616 8.1256 5.4862
Si 5.4726 -0.0374 5.4031
Si 8.2007 2.675 5.4701
Si 5.4553 5.4414 5.4302
Si 8.1292 8.1528 5.4637
Si 1.3639 1.3897 6.814
Si 4.1109 4.0858 6.8123
Si 1.3811 6.7851 6.8345
Si 4.0918 9.5366 6.7983
Si 6.8288 1.3245 6.8017
Si 9.549 4.0573 6.8073
Si 6.7633 6.8207 6.8179
Si 9.5126 9.5251 6.8082
Si -0.0314 2.6857 8.1932
Si 2.7429 0.0286 8.141
Si -0.0087 8.1766 8.1605
Si 2.7095 5.4095 8.1801
Si 5.5199 2.7502 8.1502
Si 8.1549 -0.0274 8.197
Si 5.4237 8.2016 8.1945
Si 8.151 5.4487 8.1109
Si 1.3088 4.0565 9.5194
Si 4.1646 1.3762 9.452
Si 1.3265 9.6054 9.4962
Si 4.0581 6.8117 9.4988
Si 6.8568 4.1341 9.5606
Si 9.4721 1.3448 9.5779
Si 6.7941 9.5463 9.5976
Si 9.4582 6.819 9.4648
Si -0.0499 0.0164 10.9486
Si 2.7796 2.6998 10.7435
Si -0.1489 5.4221 10.8054
Si 2.6937 8.2216 10.7779
Si 5.5093 0.1388 10.9394
Si 8.2106 2.784 10.9752
Si 5.4569 5.5246 10.8846
Si 8.1311 8.1208 10.9187
Si 1.3942 1.4675 12.1481
Si 3.9943 4.1778 12.0933
Si 1.2229 6.8414 11.9844
Si 4.0775 9.5907 12.0915
Si 6.7132 1.6672 12.3983
Si 9.5111 4.1313 12.4406
Si 6.7448 6.8277 12.3881
Si 9.5371 9.38 12.297
Si 0.0502 4.1461 16.8639
Si 2.5831 -0.1283 13.4383
Si 1.6028 8.9413 14.642
Si 0.7717 3.4348 13.3841
Si 7.8254 5.2881 13.8562
Si 7.8309 0.5109 14.1019
Si 3.2322 7.1642 14.5271
Si 5.9311 4.3905 15.4373
Si 2.3537 5.3064 13.2647
Si 1.7384 2.5111 15.3202
Si -0.1505 7.853 13.5848
Si 5.1839 8.1788 13.5777
Si 3.7885 1.3525 14.7564
Si 10.0923 1.3545 16.1394
Si 6.1898 10.5035 15.5164
Si 9.5147 6.3131 15.0479
Si 12.5162 -10.8389 30.8042
Si 0.0338 14.8309 22.2787
Si 11.3007 -5.3283 19.6711
Si 9.5546 8.0079 19.2842
Si 22.1344 17.2678 31.3595
Si 12.1729 3.7096 34.5332
Si 0.8238 8.99 22.3224
Si -15.1724 -4.1964 27.0128
Si 16.542 3.4524 20.6275
Si 13.3815 -2.8024 31.7235
Si -1.7112 7.9558 30.2241
Si 9.3734 16.7388 28.0643
Si -4.4418 -40.1439 30.9338
Si 5.5188 5.1081 33.1508
Si 6.5225 -2.0645 34.2912
Si -14.7519 22.4252 18.1381
Si 13.1734 9.6623 19.6107
Si 9.4657 -6.7096 30.7207
Si 15.7072 26.4107 28.5011
Si -4.1874 -0.5433 22.3402
Si 7.7736 14.5055 22.8487
Si 31.4678 -22.0133 29.3998
Si 14.2109 6.8564 19.4122
Si 26.6246 -4.7044 16.8326
Si 26.568 11.3755 20.353
Si 15.361 -26.6571 22.0616
Si 10.9249 11.817 22.4514
Si -16.6553 2.932 13.6879
Si -1.9659 -10.9021 20.4231
Si -1.4692 -10.8699 24.9098
Si -3.874 -9.8833 29.298
Si 3.2381 -0.3398 28.1678
Si -5.7291 12.8566 27.1278
Si -0.6788 -9.4288 34.8022
Si 13.2761 -4.5611 29.2952
Si 23.5725 6.2582 23.6482
Si -5.1608 -12.7899 28.8739
Si 11.1843 -1.1033 17.417
Si 7.7529 -4.3582 17.4896
Si 19.6396 -2.417 23.3001
Si 11.3195 20.6951 26.8638
Si 11.8355 -14.9977 26.6012
Si 11.2917 -19.4774 32.1595
Si 17.7845 6.3123 23.9452
Si 17.7639 12.1336 24.7156
Si -4.1649 -7.2163 17.6067
Si 14.8633 7.2385 34.075
Si 6.528 -14.1121 31.5325
O 13.7459 -14.1882 -6.0546
O -0.4896 -18.913 -5.3419
O -15.134 -12.9563 -3.5963
O 8.9164 -12.3856 -11.6513
O 8.709 2.0014 -1.1082
O 2.8274 3.2657 -1.5484
O 6.4995 -9.0835 -8.2651
O 4.0869 -16.1261 -2.5431
O 4.2407 9.2802 -7.9719
O 27.4274 -2.729 -6.0027
O 16.2617 5.8697 -8.6297
O 22.4365 24.2118 -13.7695
O 16.261 29.531 -1.5414
O -0.6585 -22.6413 28.0267
O -2.2976 10.1452 13.3988
O -0.8999 -8.0789 16.8843
O -2.5322 11.4539 19.0395
O 11.095 4.3623 20.7291
O -6.1404 4.5733 21.3551
O 12.8275 -0.7256 27.2963
O 5.8724 14.5807 19.0252
O 25.0478 -5.0468 23.1381
O 4.8402 0.5373 15.762
O 1.3937 -1.8758 20.8086
O 21.7598 4.9702 18.2318
O 7.962 -6.9975 31.2154
O 12.4402 7.7932 23.1366
O 7.8174 4.9064 17.7626
O 16.5456 12.7163 25.5961
O 5.7488 -4.254 22.8419
O -14.3657 2.2919 23.6456
O 7.1016 3.5284 21.37
O 10.3687 17.7218 20.06
O -5.1009 -23.608 14.8692
O 6.4039 -22.2549 29.2169
O 28.3542 -13.6283 27.7582
O 27.1267 -0.5527 21.4674
O -1.9313 1.3361 14.9822
O 7.7868 -10.553 21.5222
O -16.2347 -7.1321 32.2476
O 12.57 6.26 25.2635
O 15.246 22.9543 35.4325
O 14.926 -10.0327 27.4419
O 9.1891 -12.4771 20.1727
O 1.0364 -11.2204 22.794
O 8.8272 9.5095 30.1383
O 44.2763 -9.6447 15.5829
O 1.5647 25.3684 16.5651
O -7.4198 5.1389 29.2248
O 6.2543 17.8605 17.0656
O 8.1589 29.1176 18.8144
O 13.2721 -8.7996 36.9794
O 28.1785 -4.0815 25.4102
O 8.3732 -3.9338 23.6788
O -8.0929 -3.3622 35.1101
O -1.5322 3.8547 22.6659
O 11.9568 27.5189 30.0374
O -12.0274 -10.0615 23.5539
O 18.0281 4.7335 23.8273
O 26.6634 -30.6355 20.8685
O 32.5844 10.8302 25.7226
O -4.7549 10.2619 34.9177
O -1.4379 -3.5968 28.7885
O 12.1759 10.3724 18.5525
O 0.7532 5.1197 23.1349
O -7.2146 17.8973 16.1056
O -8.9383 16.9214 19.6375
O -18.4845 -0.0398 20.0672
O -15.7891 6.2976 32.1689
O 0.9814 14.4843 32.9505
O 8.7875 -3.8841 16.3359
O 10.5297 5.1697 15.6643
O 10.279 -21.0851 20.9665
O 7.9718 -14.5523 30.9696
O -8.9875 9.5891 31.6586
O 23.8001 6.8287 27.8096
O 6.925 -11.3726 16.9772
O -1.4604 -17.1242 29.1622
O -6.6668 6.0221 18.3403
O -5.0229 -17.5777 29.6481
O 4.0698 -3.893 20.8467
O 23.072 -1.3009 35.7494
O -3.4617 19.8022 22.475
O -11.3984 -9.4987 33.1763
O 11.7601 -5.7516 35.1627
O 10.0431 43.5481 17.0281
O 0.3196 2.6509 35.2909
O 10.0798 -5.5585 31.7114
O 22.9877 20.2064 16.1839
O 7.9659 5.8486 27.2709
O 31.9102 -13.1582 22.4791
O 28.9516 -8.7682 17.4566
O 17.2412 -10.8896 23.821
O 0.3891 8.279 26.3472
O 28.2454 -5.9687 34.4436
O 29.9362 11.6602 25.6157
O 10.6114 5.7849 27.0167
O 21.4291 -3.0847 31.048
O 1.5209 17.8 32.3605
O 3.598 -16.7519 37.7206
O -7.1249 18.9933 32.7154
O 16.576 0.4447 19.0119
O 7.9387 -13.4005 34.9158
O 10.4472 19.3704 18.0244
O 2.73 -21.6335 29.628
O 9.6962 17.5844 35.7876
O 3.0492 30.1669 18.931
O 19.5296 0.9804 29.2462
O 21.8882 0.0993 30.2531
O 4.522 3.4117 27.4802
O 28.2594 1.8122 30.6106
O 12.5636 1.3972 31.7006

Results
free energy: -155984.892 eV
free energy less fixed offsets of O -570.45, Si -639.56 eV per atom: 2.148 eV

Forces (eV/angstrom), in the order of the atoms: element, x, y, z
Si 0.0012 -0.0014 0.0026
Si -0.0009 -0.0026 0.0021
Si -0.0002 0.0004 -0.0038
Si -0.0011 0.0032 0.0121
Si 0 0.0004 0.0104
Si -0.0017 0.0007 0.0046
Si 0.0038 -0.0022 0.0125
Si -0.0042 0.0001 -0.0013
Si 0.0014 -0.0003 -0.0004
Si 0.0048 0.0067 0.0025
Si -0.0021 0.0022 0.0094
Si -0.0018 -0.0006 -0.0012
Si -0.0004 -0.0008 0.0005
Si 0 0.002 -0.0007
Si 0.0046 -0.0037 0.0078
Si -0.0009 -0.0001 -0.0003
Si -0.0015 -0.0001 0.0006
Si 0.0009 -0.0013 -0.0013
Si 0.0012 0.0005 0.0005
Si 0.0003 -0.0018 0.0033
Si 0.0004 -0.0027 -0.0011
Si -0.0016 0.0008 -0.0014
Si -0.0009 -0.0006 0.0019
Si -0.0003 -0.0013 0.0002
Si 0.0003 -0.0009 -0.0013
Si 0.0006 0.0004 0.0002
Si -0.001 0 0.0004
Si 0 -0.0008 0.0009
Si -0.0013 0.0014 -0.0001
Si 0.0001 0.0003 0.0013
Si 0 -0.0007 0.0002
Si -0.0002 0.0004 0.001
Si -0.0013 0.0011 0.0001
Si -0.0012 -0.0007 -0.0003
Si 0.0004 0.0007 0.0002
Si 0.0007 -0.001 0.0003
Si -0.0009 -0.0006 0.0006
Si -0.0013 -0.0016 -0.0001
Si -0.0008 -0.0009 0.0012
Si -0.0005 0.0001 0.0005
Si -0.0001 -0.0004 0.0004
Si 0 0.0002 -0.0006
Si -0.0002 0 0.0012
Si 0.0011 0.0007 0.0003
Si 0.0006 0.0004 0.0001
Si -0.0003 -0.0012 0.0011
Si -0.0024 -0.0006 0.0001
Si 0.0005 -0.0004 -0.0001
Si -0.0005 -0.0001 0.0004
Si -0.0007 0.0008 0.0001
Si -0.0006 0.0008 0.0006
Si -0.0004 -0.0019 0.0015
Si -0.0008 0.0017 0.0005
Si -0.0007 0.0001 0.0007
Si 0.0005 -0.0001 0.0008
Si -0.0007 0.0009 -0.0003
Si 0.0002 0.002 0.0014
Si 0.0006 -0.0018 -0.0009
Si -0.0022 -0.0004 0.0008
Si -0.0007 -0.0008 0.0005
Si 0 -0.0056 0.0003
Si -0.0004 0.0015 -0.0009
Si -0.0015 -0.001 0.0008
Si 0.003 -0.0022 0.0003
Si 0.0015 -0.0017 0.0021
Si -0.0016 0 0.0028
Si -0.0009 -0.0029 0.0014
Si 0.0003 -0.0017 0.0025
Si 0.0007 0.0019 0.0012
Si -0.0021 0.0044 -0.001
Si -0.0002 -0.0008 -0.0008
Si -0.0034 0.0014 -0.0002
Si 0.002 0.0018 0.0023
Si 0.0021 -0.0009 0.0021
Si -0.0014 0.0014 0.0006
Si -0.0024 0.0003 0
Si -0.0019 0.0008 0.0029
Si 0.0032 0.0017 -0.0004
Si -0.0023 -0.0026 0.0023
Si -0.0019 0.0033 0.0067
Si -0.0014 0.0006 0.0037
Si -0.0006 0.001 -0.0016
Si -0.0022 0.0027 0.0079
Si -0.0049 -0.0015 0.0035
Si -0.0082 -0.0041 0.0008
Si -0.0011 0.0015 0.0038
Si 0.003 -0.0081 0.0081
Si -0.0097 0.0089 0.015
Si -0.0032 -0.0011 -0.004
Si 0.0001 0.0011 0.0069
Si 0.0015 -0.0008 -0.0008
Si 0.0038 0.0026 0.0044
Si 0.007 -0.0113 0.0082
Si 0.0021 -0.0004 -0.0015
Si 0.0033 0.0019 0.0028
Si 0 -0.004 0.0017
Si -0.0014 0.0019 -0.0024
Si 0.0003 -0.0005 -0.0014
Si -0.0012 -0.0008 0.0031
Si 0.0011 0.001 0.0039
Si -0.0008 -0.0003 0.0018
Si -0.002 0.0022 0.0146
Si 0.0009 0.0001 -0.0044
Si 0.0008 0.0001 -0.0088
Si 0.0013 -0.0013 0.0016
Si 0.0021 0.0008 0.0037
Si 0.0001 -0.0005 -0.0005
Si 0.0017 -0.0012 -0.0048
Si 0.0008 -0.0001 0.0014
Si 0.0042 -0.0025 0.0088
Si 0.0014 0.0026 0.0037
Si 0.0017 0.0005 0.0091
Si -0.0018 -0.0009 0.0039
Si -0.0004 0.0009 0.0002
Si -0.0011 0.001 -0.0033
Si -0.003 0.0021 -0.001
Si 0.0004 -0.0001 -0.0021
Si 0.0064 0.0009 -0.0076
Si -0.0014 0.0012 0.0041
Si 0.0015 -0.0281 -0.0105
Si 0.0008 -0.0011 -0.0024
Si -0.0017 0.0011 -0.0007
Si 0.0005 0 -0.0038
Si 0.0039 0.0025 -0.0042
Si -0.0009 0.0002 -0.0026
Si 0.0002 0.0017 -0.0052
Si 0.0029 0.002 -0.0021
Si 0.0017 0.0047 -0.0049
Si -0.002 0.0005 -0.0042
Si -0.0021 -0.0033 0.014
Si 0.0026 -0.0009 -0.0037
Si -0.0011 -0.0002 -0.004
Si -0.0004 0.0004 -0.005
Si -0.0017 -0.0021 0.0074
Si 0.0052 0.0042 0.0071
Si 0.001 0.0011 -0.0014
Si -0.0034 0.0068 -0.0033
Si 0.0017 -0.0017 -0.0042
Si -0.0018 -0.0023 0.0024
Si -0.0013 -0.0008 -0.0022
Si 0.0027 -0.0008 -0.0051
Si -0.0094 -0.0062 -0.0074
Si -0.0034 0.0007 0.0131
Si 0.0002 0.0017 0.0072
O 0.0003 -0.0002 -0.0002
O -0.0004 0.003 -0.0029
O -0.0007 -0.0004 -0.011
O 0.0002 -0.0003 0.0012
O 0.0002 -0.0011 -0.0047
O -0.0012 0.0003 -0.0022
O 0.0011 0 0.0046
O -0.0006 0.0004 -0.0013
O -0.0004 0.0011 0.0023
O -0.0015 0.0016 -0.0005
O -0.0001 0.0005 0.0024
O -0.0029 0.0002 0.001
O 0.0004 0.0018 -0.0053
O 0.0088 0.0063 0.0133
O 0.0051 -0.0044 -0.0072
O -0.0017 -0.0016 -0.0016
O -0.0008 -0.0017 0.0011
O -0.0008 0.0014 0.0001
O 0.0002 -0.0018 -0.0018
O -0.0038 0.001 0.0044
O 0.0037 0.0019 -0.0051
O -0.0003 0.0006 -0.0006
O -0.0069 0.0059 -0.0025
O 0.0003 0.0002 -0.0009
O -0.0006 -0.0021 -0.0062
O 0.0009 -0.0005 -0.0004
O -0.0006 -0.0012 0.0016
O 0.0041 0.0053 0.0027
O 0.0003 0.0003 0.003
O 0.0005 0.0001 0.0015
O -0.0004 -0.0008 0.0007
O -0.0019 -0.0007 -0.0007
O -0.0016 -0.0005 -0.0013
O -0.0018 -0.005 -0.0015
O 0.0008 0.0011 -0.0001
O -0.0003 0.0014 0.0005
O 0.0009 0.0013 0.0007
O 0.0014 -0.0019 0.0012
O -0.0013 0.001 -0.0021
O -0.0003 -0.0003 -0.0021
O -0.0002 0.0005 -0.0008
O -0.0054 0 -0.0006
O -0.0031 -0.0032 0.0071
O -0.0007 -0.0027 -0.0043
O -0.0019 0.0002 -0.0026
O 0.0012 -0.0003 0.001
O 0.0013 0.0022 -0.0045
O 0.0008 -0.0062 -0.0057
O -0.0007 0.0015 0.0011
O 0.0142 0.0056 0.0016
O -0.0039 -0.0013 -0.0052
O 0.0035 0.0103 0.0002
O 0.0001 -0.0003 -0.0026
O -0.0011 -0.0006 0.0006
O 0.0056 -0.0048 -0.0125
O -0.0009 0.0014 0.0008
O 0.0007 0.0024 0.0015
O -0.0021 -0.0017 0.0018
O -0.0015 0.0009 0.0008
O -0.0007 0.0001 0.0002
O 0 -0.0044 0.0188
O -0.0002 -0.0045 -0.0071
O -0.0016 0.0022 0.0027
O -0.0023 -0.0009 -0.0025
O -0.0005 0 0.0029
O -0.0186 0.0281 -0.0188
O 0 0 0.0012
O -0.0014 -0.0011 -0.0009
O -0.0004 0.0039 -0.0019
O -0.0002 -0.0004 -0.0058
O -0.001 0 0.0001
O -0.0046 0.0057 -0.0019
O -0.0011 -0.0003 0.0028
O 0.0012 0.0019 -0.0003
O 0.001 0.001 -0.0003
O 0.0012 0 0.0027
O -0.0057 0.0004 -0.0064
O 0.0006 0.0005 0.0005
O 0.004 -0.0044 0.001
O 0.0014 0.0001 0.0016
O -0.0006 -0.0006 -0.0019
O -0.002 0.0028 -0.0072
O -0.0005 -0.0004 -0.0004
O 0.0029 0.0031 -0.007
O 0.0036 -0.0037 -0.0083
O 0.0017 0.0018 0.0007
O 0.0027 0.0003 -0.0053
O 0.0012 0.0017 -0.0008
O 0.0028 -0.0023 -0.0103
O 0.0007 0.0004 0.0004
O -0.0035 0.0001 -0.0022
O 0.0023 -0.0008 -0.0011
O 0.0022 -0.0001 -0.0001
O 0.0005 0.0022 0.0026
O -0.005 0.0018 -0.013
O -0.0009 -0.0003 0.0006
O -0.0003 -0.0003 0.0035
O 0.002 -0.0003 0.0022
O -0.0004 0 -0.0027
O 0.0027 -0.0006 -0.0039
O -0.0003 0.0016 -0.0038
O 0.0012 -0.0011 0.0023
O -0.0055 0.0035 -0.0111
O 0.0001 -0.0011 -0.0037
O -0.0063 0.0003 -0.0024
O 0.0004 0.0031 -0.0028
O -0.0004 0.0002 -0.0023
O 0.005 0.0003 0.0027
O -0.0009 -0.0023 0.0032
O 0.0005 0.001 0.0025
O -0.0001 0.0005 0.0008
O 0.0025 -0.0028 -0.0026

The program warned: the cutoff lies below the one the program advises for these potential files; the forces do not sum to zero within the program's tolerance; empty levels may hold ghost states of the PAW files; the exchange-correlation potential is rough where the density is thin.
